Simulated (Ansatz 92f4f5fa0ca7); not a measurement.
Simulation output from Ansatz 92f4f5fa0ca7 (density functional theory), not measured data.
Periodic cell of 459 atoms, Si304O155, from a study of silicon, its oxide and their interface. The atomic structure is a simulated model.
Doubt: the cutoff is far below the 930 eV that the study's wrapper takes by default for these files, so forces and energies are approximate.
This geometry differs little from another in the collection (a relaxation step or a small displacement).

Settings: functional PBE; potential files Ansatz PAW; basis plane waves; wave-function cutoff 580 eV; density cutoff ratio 5; exchange-correlation grid ratio 1; k mesh 1 x 1 x 1, Gamma-centred; self-consistency stop 5e-08 eV per atom in the density residual; occupations fixed; spin none; net charge 0.

Cell vectors (angstrom)
a 15.4691 0 0
b 0 15.4691 0
c 5.3889 4.199 34.0261

Atoms and the computed forces on them: element, x, y, z (angstrom), force x, y, z (eV/angstrom)
Si 2.258 0.432 23.996 0.017 0.027 0.03
Si 4.703 4.145 23.85 -0.043 0.028 0.009
Si 4.66 8 23.813 -0.011 0.013 0.003
Si 4.589 -3.531 23.915 -0.014 0.005 0.038
Si 4.688 0.321 23.865 -0.02 -0.019 0.021
Si 9.391 2.29 25.223 -0.033 -0.012 0.047
Si 10.072 7.958 23.91 0.006 -0.002 0.009
Si 9.864 -3.479 23.846 0.046 -0.002 0.026
Si 9.927 0.361 23.972 0.076 0.001 0.006
Si 12.441 4.163 23.847 -0.02 0.011 0.035
Si 12.462 8.028 23.963 -0.01 0 0.009
Si 12.994 -1.638 25.111 0 0.002 0.003
Si 12.36 0.355 24.015 -0.086 0.001 0.024
Si 2.283 4.156 23.861 0.033 -0.007 -0.001
Si 2.233 8.065 23.839 0.024 -0.01 0.022
Si 2.168 -3.451 23.949 0.009 0.002 0.011
Si 5.295 6.097 25.077 0.002 -0.016 0.014
Si 5.252 9.955 25.065 0.002 -0.003 -0.007
Si 5.264 -1.601 25.125 0.015 -0.009 -0.007
Si 5.283 2.24 25.149 0.01 -0.002 0.035
Si 9.398 6.099 25.191 -0.002 0.017 0.007
Si 9.321 9.971 25.007 -0.006 0.01 -0.001
Si 9.318 -1.593 25.158 -0.004 -0.009 0.004
Si 9.989 4.191 23.932 0.023 -0.002 0.016
Si 13.048 6.076 25.137 -0.012 -0.007 -0.001
Si 12.994 10.007 25.14 0.003 0.002 -0.014
Si 12.299 -3.56 23.87 -0.053 -0.003 0.038
Si 12.998 2.289 25.21 0.013 0.001 0.024
Si 1.654 6.113 25.081 -0.021 0.006 0.017
Si 1.587 10.01 25.076 -0.006 -0.002 -0.001
Si 1.602 -1.534 25.18 0.005 -0.008 0.012
Si 1.667 2.325 25.241 -0.014 -0.017 0.026
Si 3.476 6.136 26.589 0.006 0.01 -0.003
Si 3.427 9.998 26.575 0.004 -0.004 0.014
Si 3.452 -1.569 26.641 -0.014 0.011 0.001
Si 3.499 2.287 26.693 -0.006 -0.009 -0.038
Si 7.321 6.12 26.372 0.002 0 0
Si 7.302 9.977 26.32 0.004 0.002 0.005
Si 7.289 -1.6 26.396 -0.001 0 -0.002
Si 7.318 2.27 26.407 0.036 -0.002 -0.031
Si 11.232 6.108 26.656 0.002 0.001 0.001
Si 11.131 10 26.578 -0.002 0.001 0.013
Si 11.173 -1.638 26.622 0.001 -0.006 -0.002
Si 11.199 2.275 26.713 -0.009 0.005 -0.044
Si 15.09 6.11 26.367 0.023 0.002 0.001
Si 15.041 10.006 26.371 0.001 0.001 0.01
Si 15.023 -1.589 26.393 -0.003 -0.004 0.005
Si 15.059 2.279 26.423 0.008 0.003 -0.02
Si 3.472 4.234 27.97 -0.001 0.003 0.007
Si 3.452 8.073 27.924 0 -0.002 -0.007
Si 3.442 -3.537 27.927 -0.002 -0.004 -0.004
Si 3.465 0.342 27.988 0 -0.003 -0.004
Si 7.315 4.204 27.8 -0.005 0.003 0.006
Si 7.314 8.067 27.768 0.004 -0.009 0.006
Si 7.306 -3.559 27.764 -0.004 0.003 0.005
Si 7.317 0.33 27.803 0.001 0.004 0.009
Si 11.196 4.207 28.011 -0.002 0 0.006
Si 11.185 8.075 27.933 0 -0.01 -0.002
Si 11.161 -3.562 27.95 0.001 0.002 -0.007
Si 11.191 0.299 27.96 0 0.003 0.012
Si 15.066 4.209 27.812 0.001 -0.003 0.008
Si 15.057 8.062 27.77 0.002 -0.005 0.006
Si 15.047 -3.534 27.788 0.002 0.001 0.006
Si 15.046 0.333 27.806 0.003 0.008 0.008
Si 5.427 4.208 29.254 0.008 0 0.01
Si 5.415 8.068 29.226 0 0.002 0.008
Si 5.409 -3.541 29.224 0.007 -0.003 0.012
Si 5.428 0.334 29.257 0.002 -0.006 0.006
Si 9.215 4.203 29.253 0 -0.001 0.007
Si 9.22 8.064 29.226 -0.004 0.003 0.011
Si 9.203 -3.54 29.235 -0.003 -0.001 0.008
Si 9.225 0.327 29.242 -0.004 -0.003 0.007
Si 13.168 4.203 29.261 0.002 0.001 0.009
Si 13.152 8.07 29.226 0.004 0.001 0.012
Si 13.138 -3.541 29.231 0.001 -0.001 0.01
Si 13.149 0.33 29.249 0.002 -0.006 0.007
Si 16.97 4.201 29.246 -0.005 0.007 0.005
Si 16.96 8.064 29.226 -0.006 0.005 0.011
Si 16.955 -3.536 29.233 -0.004 -0.001 0.006
Si 16.955 0.331 29.246 -0.003 -0.002 0.008
Si 0 1.934 2.05 -0.021 -0.148 -0.043
Si 0 5.801 2.05 -0.024 0.039 -0.067
Si 0 -5.801 2.05 -0.038 0.068 -0.015
Si 0 -1.934 2.05 -0.064 0.043 -0.018
Si 3.867 1.934 2.05 0.055 -0.063 0.053
Si 3.867 5.801 2.05 0.035 -0.05 0.039
Si 3.867 -5.801 2.05 -0.019 -0.054 0.044
Si 3.867 -1.934 2.05 -0.027 0.14 0.062
Si 7.734 1.934 2.05 0.038 0.054 -0.004
Si 7.734 5.801 2.05 0.028 0.001 0.01
Si 7.734 -5.801 2.05 -0.007 -0.016 0.01
Si 7.734 -1.934 2.05 0.028 -0.01 0.013
Si 11.602 1.934 2.05 0.018 -0.105 -0.049
Si 11.602 5.801 2.05 0.002 0.02 -0.032
Si 11.602 -5.801 2.05 0.011 0.075 -0.053
Si 11.602 -1.934 2.05 0.03 -0.003 -0.01
Si -1.934 1.934 3.417 0.042 -0.598 -0.457
Si -1.934 5.801 3.417 0.226 0.283 -0.421
Si -1.934 -5.801 3.417 -0.113 0.353 -0.362
Si -1.934 -1.934 3.417 0.167 -0.194 -0.335
Si 1.934 1.934 3.417 -0.185 -0.056 0.282
Si 1.934 5.801 3.417 -0.237 -0.461 -0.03
Si 1.934 -5.801 3.417 0.04 -0.046 -0.006
Si 1.934 -1.934 3.417 0.045 0.589 0.224
Si 5.801 1.934 3.417 -0.089 -0.159 0.324
Si 5.801 5.801 3.417 -0.086 0.245 0.323
Si 5.801 -5.801 3.417 0.144 0.141 0.334
Si 5.801 -1.934 3.417 0.061 -0.065 0.691
Si 9.668 1.934 3.417 -0.021 -0.109 -0.598
Si 9.668 5.801 3.417 0.026 0.196 -0.358
Si 9.668 -5.801 3.417 0.098 -0.209 -0.361
Si 9.668 -1.934 3.417 -0.161 0.08 -0.036
Si -1.938 -0.049 4.771 -0.001 -0.004 0.011
Si -1.897 3.849 4.668 0.007 0.003 -0.009
Si -1.932 -7.702 4.73 -0.001 0.023 -0.003
Si -1.899 -3.857 4.781 0.007 0.013 0
Si 1.915 0.058 4.892 -0.006 0.013 -0.012
Si 1.837 3.839 4.843 0.031 -0.004 -0.006
Si 1.925 -7.774 4.752 0 0.001 0.005
Si 1.997 -3.841 4.743 -0.015 -0.004 -0.009
Si 5.823 0.002 4.865 -0.006 0.006 0.007
Si 5.706 3.873 4.786 -0.008 -0.002 0.012
Si 5.829 -7.701 4.836 -0.014 0.012 0.019
Si 5.832 -3.884 4.877 0.001 -0.007 0.001
Si 9.629 0.032 4.767 0.007 0.001 0.011
Si 9.658 3.86 4.7 -0.003 -0.001 -0.009
Si 9.692 -7.739 4.771 -0.008 -0.015 -0.007
Si 9.673 -3.89 4.738 -0.013 0.012 -0.006
Si -0.115 0.011 6.278 -0.007 -0.002 0.019
Si -0.152 3.717 6.233 -0.038 -0.006 0.019
Si -0.872 5.718 7.171 0.055 0.056 -0.034
Si 0.076 -3.876 6.086 0.015 -0.141 0.072
Si 3.907 0.113 6.295 0.014 0.009 -0.008
Si 4.119 2.096 7.708 0.007 0.004 0.011
Si 3.847 -3.846 6.242 0.01 0.005 -0.001
Si 7.792 0.042 6.276 0.003 -0.016 -0.003
Si 7.861 5.739 7.366 -0.035 0.001 -0.003
Si 7.823 -7.692 6.208 0 -0.016 0.007
Si 7.837 -3.9 6.236 -0.002 0.006 0.007
Si -3.897 -0.066 6.072 0.003 0.009 -0.011
Si -3.824 3.785 5.929 0.01 0.01 0.017
Si -3.997 -5.804 7.357 0.031 0.004 -0.027
Si -3.867 -3.853 6.075 0.028 0.004 0.003
Si -0.981 1.879 7.576 0.007 0.009 -0.009
Si -0.03 -7.777 6.085 -0.042 -0.122 0.014
Si 0.593 -5.833 7.331 0.017 0.218 -0.136
Si 0.336 -2 7.505 -0.027 0.006 -0.07
Si 3.753 3.894 6.216 -0.026 0.005 -0.007
Si 3.861 5.877 7.494 0.018 0.01 0.011
Si 3.823 -7.664 6.146 0.019 -0.002 -0.002
Si 3.543 -1.871 7.567 0.001 -0.001 -0.013
Si 7.983 2.086 7.546 -0.003 0.006 0.011
Si 7.734 3.848 6.002 0.02 0.008 0.007
Si 8.317 -5.834 7.634 -0.052 0.008 -0.062
Si 8.494 -1.952 7.42 0.013 0.004 -0.019
Si -5.338 2.335 8.637 0.019 -0.011 -0.016
Si -3.253 5.662 7.203 -0.017 -0.044 -0.011
Si -3.829 -7.788 6.109 0.017 -0.001 -0.006
Si 3.076 -5.783 7.415 -0.001 -0.037 0.011
Si 6.111 2.948 8.805 0.007 0.046 -0.041
Si 5.905 5.422 8.555 -0.001 -0.035 0.001
Si -3.447 1.893 7.265 -0.023 0.011 0.001
Si -4.496 -1.971 7.354 0 -0.004 0.002
Si -5.598 0.778 10.38 0.022 -0.02 0.021
Si 5.389 2.265 30.607 0.205 0.05 0.077
Si 5.389 6.133 30.607 0.22 0.107 0.037
Si 5.389 -5.469 30.607 0.174 -0.016 -0.075
Si 5.389 -1.602 30.607 0.215 -0.091 -0.021
Si 9.256 2.265 30.607 -0.218 -0.04 0.011
Si 9.256 6.133 30.607 -0.256 0.086 0.024
Si 9.256 -5.469 30.607 -0.247 -0.048 -0.062
Si 9.256 -1.602 30.607 -0.269 -0.05 -0.017
Si 13.123 2.265 30.607 0.216 -0.015 0.08
Si 13.123 6.133 30.607 0.208 0.124 0.031
Si 13.123 -5.469 30.607 0.232 -0.023 -0.034
Si 13.123 -1.602 30.607 0.195 -0.084 -0.008
Si 16.99 2.265 30.607 -0.187 0.001 0.032
Si 16.99 6.133 30.607 -0.19 0.053 -0.004
Si 16.99 -5.469 30.607 -0.202 -0.033 -0.077
Si 16.99 -1.602 30.607 -0.194 -0.041 -0.003
Si 7.323 2.265 31.975 0.016 0.008 0.059
Si 7.323 6.133 31.975 0.026 0.049 0.063
Si 7.323 -5.469 31.975 0.024 -0.014 0.051
Si 7.323 -1.602 31.975 0.031 -0.034 0.053
Si 11.19 2.265 31.975 -0.011 0.024 -0.054
Si 11.19 6.133 31.975 0.006 0.012 -0.059
Si 11.19 -5.469 31.975 -0.01 -0.014 -0.063
Si 11.19 -1.602 31.975 -0.015 -0.02 -0.054
Si 15.057 2.265 31.975 -0.028 -0.018 0.056
Si 15.057 6.133 31.975 -0.013 0.047 0.052
Si 15.057 -5.469 31.975 -0.009 -0.005 0.046
Si 15.057 -1.602 31.975 -0.007 -0.035 0.052
Si 3.455 2.265 31.975 0.009 -0.001 -0.047
Si 3.455 6.133 31.975 -0.01 0.018 -0.047
Si 3.455 -5.469 31.975 0.012 -0.011 -0.052
Si 3.455 -1.602 31.975 -0.001 -0.018 -0.047
Si 7.323 4.199 33.342 -0.022 -0.032 -0.013
Si 7.323 8.066 33.342 -0.034 -0.01 0.003
Si 7.323 -3.535 33.342 -0.02 0.033 -0.004
Si 7.323 0.332 33.342 -0.044 0 -0.009
Si 11.19 4.199 33.342 0.001 0.012 0.002
Si 11.19 8.066 33.342 0.004 -0.002 -0.006
Si 11.19 -3.535 33.342 0.015 -0.028 0.004
Si 11.19 0.332 33.342 0.014 0.008 0.008
Si 15.057 4.199 33.342 0.014 -0.013 0
Si 15.057 8.066 33.342 0.016 0.001 0.001
Si 15.057 -3.535 33.342 0.021 -0.007 0.002
Si 15.057 0.332 33.342 0.022 0.031 -0.006
Si 3.455 4.199 33.342 -0.004 -0.017 0.001
Si 3.455 8.066 33.342 -0.005 -0.005 -0.002
Si 3.455 -3.535 33.342 -0.012 0.006 0
Si 3.455 0.332 33.342 -0.005 0.032 0.003
Si 0 0 0.683 0.067 0.011 -0.013
Si 0 3.867 0.683 0.014 0.02 0.014
Si 0 -7.734 0.683 0.066 -0.031 0.002
Si 0 -3.867 0.683 0.08 -0.012 0.012
Si 3.867 0 0.683 -0.005 0.001 -0.022
Si 3.867 3.867 0.683 0.02 0.017 -0.006
Si 3.867 -7.734 0.683 -0.046 0.012 -0.011
Si 3.867 -3.867 0.683 -0.031 -0.02 0.006
Si 7.734 0 0.683 -0.049 0.006 -0.001
Si 7.734 3.867 0.683 -0.023 -0.017 -0.008
Si 7.734 -7.734 0.683 -0.031 0.015 0.001
Si 7.734 -3.867 0.683 0.014 -0.012 -0.011
Si 11.602 0 0.683 -0.019 0.03 -0.002
Si 11.602 3.867 0.683 -0.007 -0.008 0.012
Si 11.602 -7.734 0.683 0.019 0.016 0.01
Si 11.602 -3.867 0.683 -0.058 -0.045 0.004
Si 1.266 4.168 21.728 -0.007 0.007 -0.04
Si 0.799 7.197 21.227 0 -0.004 -0.001
Si 1.34 -3.05 21.789 -0.002 0.004 -0.039
Si 5.595 8.056 21.625 0.017 0.001 -0.019
Si 5.607 -4.227 21.006 0.014 0.014 -0.018
Si 5.74 0.596 21.748 0.018 0.001 -0.045
Si 8.884 3.912 21.888 -0.025 0.012 -0.044
Si 8.558 8.265 21.356 -0.001 0.002 0.014
Si 8.598 -4.16 21.107 -0.009 0.014 0.011
Si 8.884 0.726 21.893 0 -0.001 0.011
Si 13.567 3.686 21.798 0.017 -0.013 -0.06
Si 13.487 8.158 21.858 0.037 0.006 0.005
Si 13.902 -4.283 21.376 -0.001 0.004 0.006
Si 13.185 0.559 21.86 0.026 0.08 0.048
Si 5.727 3.792 21.741 0.021 -0.003 -0.027
Si 4.281 0.015 19.144 0.006 0.002 0.005
Si 3.701 -6.136 9.655 -0.002 -0.004 0.019
Si -3.869 -1.735 9.609 0.008 0.012 0.013
Si -0.901 -1.331 10.241 -0.01 -0.005 -0.019
Si -0.443 -8.954 9.265 0.006 0.011 0.027
Si 6.714 -5.516 10.376 -0.014 -0.008 0.016
Si -0.184 1.669 9.822 0.016 -0.03 0.017
Si 2.945 1.848 9.781 0.004 -0.012 0.019
Si 2.552 -8.943 9.356 0.004 -0.01 0.005
Si 4.269 -0.882 10.352 -0.007 0 0.007
Si 6.726 -6.991 13.14 -0.006 -0.007 -0.008
Si 7.079 -0.158 11.427 -0.01 -0.003 0.005
Si -5.184 4.66 9.192 -0.004 0 0.016
Si -1.6 -6.147 9.434 0.018 0.007 0.016
Si 10.061 -3.125 18.704 -0.001 -0.005 0.002
Si 12.415 -3.069 16.826 0.001 0.001 -0.009
Si 1.195 -1.384 14.987 0.012 -0.004 -0.005
Si 0.029 -3.09 12.766 0.002 0.001 -0.004
Si 9.017 4.589 11.938 0.011 -0.005 -0.01
Si 1.034 5.391 11.496 0.014 -0.029 0.012
Si 3.928 -1.24 13.306 -0.001 -0.004 -0.011
Si 4.987 3.21 11.607 -0.005 0.003 -0.002
Si 6.234 -9.632 11.449 0.003 -0.01 -0.016
Si 4.353 -5.386 14.432 0.003 -0.008 -0.011
Si 6.556 5.502 16.819 -0.006 -0.002 -0.002
Si 0.501 1.642 14.984 0 0.001 0.004
Si -5.031 -9.058 13.963 -0.008 0 -0.011
Si -4.924 -3.813 11.494 -0.003 0.013 -0.013
Si 8.411 -2.117 16.278 -0.005 0.002 -0.004
Si -4.882 -3.634 14.487 0.007 -0.001 -0.003
Si 0.763 -0.023 21.355 -0.003 -0.005 -0.036
Si -0.529 3.089 12.5 0.011 0.017 -0.003
Si -4.37 -6.138 13.156 0.023 -0.006 0.006
Si 8.098 2.993 17.217 0.008 -0.007 -0.004
Si -1.468 -5.79 12.508 -0.01 0.018 0.017
Si 2.585 2.838 16.664 -0.001 -0.004 0.002
Si 5.382 -2.774 15.517 -0.008 0.004 -0.006
Si -3.08 3.995 14.165 0 -0.004 0.005
Si 1.305 9.017 18.71 -0.004 -0.009 0.003
Si 2.933 -2.154 17.448 0.002 0.01 -0.002
Si 9.771 4.68 19.069 0.01 0.001 0.002
Si -5.354 2.061 12.961 0 -0.012 -0.015
Si 5.482 1.505 16.854 -0.007 -0.005 -0.007
Si 5.593 1.158 13.71 0.005 0.003 -0.003
Si 13.643 2.748 16.751 0.008 0.001 -0.003
Si 7.787 -2.806 10.417 -0.014 0.004 0.01
Si 12.03 0.062 17.17 0.002 0.002 -0.006
Si 9.532 0.699 15.569 -0.001 0.007 -0.016
Si 3.638 5.578 16.834 0.003 -0.001 0.001
Si 14.096 -4.972 18.441 -0.002 0.008 0.002
Si 0.958 -7.45 13.137 0.01 0.004 0.001
Si 2.502 -4.822 12.131 0.003 0.008 -0.004
Si 12.561 7.83 18.898 0.004 -0.006 -0.005
Si 3.08 -4.336 19.456 0.017 0.014 0.001
Si 1.971 1.962 19.518 -0.016 -0.007 0.001
Si 9.48 7.68 18.367 -0.01 -0.005 0.001
Si 10.928 -0.492 19.918 -0.039 -0.019 -0.019
Si 8.346 7.687 15.665 0 -0.002 -0.013
Si 5.07 5.86 19.442 -0.001 -0.008 0.008
Si 2.272 8.189 15.852 -0.003 0 -0.006
Si 12.878 4.776 18.925 0.002 -0.006 0.01
O 1.717 8.082 22.251 -0.024 -0.001 -0.024
O 1.602 0.779 22.5 0.007 0.015 0.008
O 7.284 4.283 21.959 0.003 -0.001 0.015
O 7.155 7.544 21.769 0.003 0.004 0.01
O 5.049 -3.454 22.322 0.011 -0.003 -0.019
O 9.294 -3.253 22.278 -0.02 0 -0.023
O 7.323 0.225 21.994 -0.001 0.002 0
O 9.728 7.642 22.297 -0.007 -0.004 -0.015
O -0.288 3.761 22.073 0.005 0.001 0.012
O 14.736 7.088 21.805 0.001 0.004 0.006
O 12.678 -3.65 22.245 0.028 -0.005 -0.032
O -0.24 -3.427 21.711 -0.003 -0.008 0.011
O 14.665 -0.129 21.758 0.029 -0.013 0.019
O 1.357 2.218 9.708 -0.006 0.008 -0.011
O 1.065 -8.297 9.019 -0.017 -0.01 0.008
O -0.195 -5.609 8.788 -0.049 -0.018 0.079
O -0.441 -2.228 8.947 -0.013 0.015 0.058
O 1.93 -1.89 7.908 0.025 0 0.026
O 3.004 -4.986 10.595 -0.001 -0.003 0.007
O 5.722 -0.136 10.503 0.004 -0.006 0
O 4.31 -1.872 9.045 0.011 0.01 0.03
O 9.13 5.558 8.438 0.011 0.009 -0.005
O 5.283 -6.126 9.983 0.003 0.002 -0.01
O 7.184 -6.065 11.858 0.005 -0.002 0.008
O 7.906 -2.056 8.975 -0.015 -0.015 0.03
O -3.748 5.36 8.779 0.001 0.004 0.029
O -2.899 -5.684 8.575 -0.001 -0.002 0.005
O 6.569 -3.888 10.408 0.008 -0.002 -0.01
O -5.096 -0.754 10.086 -0.006 0.026 0.003
O 1.871 3.222 20.537 0.001 0.005 0.027
O 1.372 5.683 21.104 0 -0.003 0.02
O 2.773 9.551 19.202 -0.003 -0.001 0.009
O 2.222 -3.949 20.772 -0.012 0.013 0.017
O 4.279 -2.22 16.559 0.013 -0.007 -0.001
O 1.434 -1.5 21.26 0.008 -0.03 0.019
O 0.894 0.807 19.953 0.008 0.009 0.003
O 3.482 1.364 19.586 0.002 -0.005 0.011
O 4.963 7.203 20.369 -0.005 -0.005 0.008
O 5.379 2.644 13.086 0.001 -0.013 0.002
O 4.649 -3.962 19.711 -0.023 -0.005 0.003
O 5.6 9.632 21.211 -0.003 -0.002 0.019
O 5.653 2.195 21.368 0.002 0.004 0.014
O 9.583 4.799 20.688 -0.002 -0.008 0.013
O 5.085 5.073 16.267 -0.002 0.001 0.008
O 8.821 8.173 19.766 0.006 -0.002 0.001
O 8.473 9.835 21.768 0 -0.006 -0.005
O 8.877 -2.433 17.813 0 0.003 0.001
O 9.003 2.319 21.53 -0.005 -0.006 -0.015
O 9.546 -0.026 20.61 -0.021 0.011 0.034
O 12.534 7.975 20.533 -0.012 -0.001 -0.008
O 13.222 4.636 20.512 -0.002 -0.01 0.012
O 13.203 2.135 21.385 -0.005 0.006 0.004
O 12.235 -0.253 20.828 0.008 -0.043 -0.039
O 11.185 -3.734 17.697 0.005 0.002 0.007
O -0.957 2.493 11.03 -0.003 0.012 0.01
O -1.555 -7.776 9.497 -0.001 -0.007 -0.008
O -0.356 5.642 10.65 0.005 0.007 -0.034
O -1.761 -5.548 10.928 0 0.002 0.011
O -0.105 0.089 10.267 -0.004 0.008 -0.011
O 3.534 2.708 11.059 0.021 0.008 -0.001
O 2.281 5.301 10.426 -0.013 0.003 0.001
O 3.292 -7.675 10.078 0.009 0.022 0.01
O 3.114 0.247 10.117 0.01 -0.002 -0.017
O 3.926 -1.699 11.731 0.004 0.007 0.009
O 6.066 2.706 10.464 -0.017 -0.007 0.042
O 5.953 -9.091 9.937 0 0.003 0.001
O 6.816 0.422 12.923 -0.007 0.005 0.012
O 8.26 0.687 10.694 0.005 -0.002 -0.004
O -4.734 1.26 11.691 -0.02 -0.002 0.009
O 8.872 3.422 18.575 -0.009 -0.007 0
O -5.283 4.814 10.821 -0.012 -0.003 -0.001
O 9.314 5.537 13.204 0.01 0.007 0.003
O -3.848 -3.136 10.473 -0.011 -0.011 0.008
O -5.533 -5.809 7.962 0.025 0 0.041
O 0.443 0.039 15.189 0 0.007 0.003
O 2.025 2.153 15.292 -0.004 0 0.005
O 1.394 -8.869 12.509 -0.013 0.024 0.011
O 0.788 4.047 12.357 -0.015 0.007 -0.007
O 10.826 -2.08 19.669 -0.004 -0.008 0.003
O 5.123 -2.035 14.084 0.005 -0.003 0.01
O 6.854 -2.485 16.101 0.003 -0.002 0.005
O -0.833 -4.421 13.087 -0.006 -0.02 -0.01
O 5.195 -0.318 20.469 -0.016 -0.003 0.009
O 9.309 6.051 18.311 0.001 0.004 0.009
O 5.91 1.167 15.311 0.001 0.001 0.01
O 5.005 4.829 11.823 0.004 -0.002 0.003
O 3.264 6.923 16.025 -0.004 0.005 0.008
O 3.195 9.454 15.392 0.001 -0.003 0.005
O 11.099 0.271 18.492 0 0.015 -0.027
O 9.088 2.072 16.324 -0.003 -0.004 0.009
O 9.471 0.975 13.975 0.007 0.009 0.004
O 5.254 -4.385 15.337 0.002 0.01 0.01
O 7.648 4.351 16.435 0 0 0.01
O -1.766 3.907 13.197 -0.001 -0.004 0.006
O -2.777 -6.058 13.407 -0.018 -0.003 -0.013
O -4.711 -5.419 11.722 0.005 -0.006 0.005
O 2.487 -1.416 14.005 -0.013 -0.001 0.015
O 13.747 -3.954 17.198 0 0.003 0.006
O 11.98 -3.237 15.257 -0.004 -0.001 0.004
O 9.303 -2.994 15.239 0 0.001 0.007
O 4.143 2.418 16.839 -0.001 0.001 0.007
O 8.551 -0.52 15.99 0.004 0.001 0.004
O 0.233 -5.21 18.622 -0.005 0.001 0.007
O 9.104 -3.663 10.783 0.014 -0.001 0.003
O -0.028 1.877 13.465 -0.001 0.002 0.001
O 14.202 9.642 21.809 -0.006 0.004 0.005
O -0.57 -7.126 12.718 0.023 0.005 0.004
O 2.592 -3.589 18.105 0.002 -0.005 0.015
O 6.725 2.226 17.611 0.009 0.005 0.004
O 11.078 0.28 15.871 -0.007 0 0.002
O 5.197 0.213 17.802 0.004 0.006 0.002
O 5.093 4.572 20.444 -0.005 0.015 0.001
O 13.456 9.007 18.217 0.001 0.001 0.009
O 1.117 -7.554 14.745 0.002 0.002 -0.019
O 1.876 -6.253 12.561 -0.004 -0.005 0.011
O 15.069 2.503 16.026 -0.005 -0.004 0.007
O 5.312 -6.527 13.795 -0.006 0.009 0.01
O 11.319 4.374 18.685 0.002 0.003 0.013
O 2.505 4.458 16.53 -0.002 0 0.009
O 1.455 8.402 17.228 0.002 0.001 0.002
O 1.466 -3.575 12.168 0 -0.02 0.003
O -4.77 -7.704 13.098 0.007 0.012 0.006
O 4.21 0.361 13.401 0.008 0 0.001
O 11.057 8.048 18.33 0.002 0.003 0.012
O 7.021 6.806 15.986 0.003 0.003 0.008
O 0.779 7.882 19.751 0 0.013 -0.004
O -4.192 2.952 13.631 -0.001 -0.003 -0.006
O 6.387 5.813 18.44 0.006 0 0.002
O 1.656 -1.81 16.495 -0.004 -0.001 -0.004
O -4.814 -3.061 12.95 0.004 0 0.009
O 12.659 -1.462 17.134 -0.001 -0.004 0.011
O 8.724 8.416 17.101 -0.001 0.005 0
O 9.729 6.853 15.362 0.002 0.002 0.006
O 13.791 3.734 18.051 -0.004 -0.001 0.005
O 9.45 -4.245 19.715 0.009 0.001 -0.003
O 3.188 -1.121 18.698 -0.001 -0.008 -0.001
O 7.891 -6.94 14.315 0.007 -0.004 0.011
O 13.515 -4.245 19.793 0.003 -0.006 -0.004
O -3.672 5.527 14.177 0.002 0.002 0
O 3.758 5.828 18.458 -0.001 0.001 0.004
O 13.13 6.342 18.494 -0.003 0.011 0.01
O 13.139 1.251 17.175 0 0 0.006
O 1.703 2.384 17.967 0.004 0.005 -0.004
O 7.099 -3.643 20.713 -0.002 -0.006 0.014
O 8.926 3.047 12.438 0.013 -0.001 0.002
O 7.593 4.963 11.305 -0.004 0.008 -0.002
O 0.138 -2.37 14.232 0.004 0.001 0.008
O 3.696 -4.519 13.206 -0.021 -0.004 -0.009
O 12.684 3.542 15.698 0.005 -0.001 0.005
O 7.703 -5.955 9.155 -0.002 -0.006 0.036
O -5.066 -5.271 14.372 0.005 -0.001 0.01
O -0.665 -2.117 11.649 0.004 -0.017 0.012
O 7.533 -1.714 11.592 0.006 0.002 -0.004
O -2.475 -0.966 9.99 0.019 -0.003 -0.001
O 6.441 -8.493 12.573 0.006 0.007 0.01

Results
free energy: -281415.088 eV
free energy less fixed offsets of O -568.88, Si -635.61 eV per atom: -13.248 eV

The program warned: the cutoff lies below the one the program advises for these potential files; the forces do not sum to zero within the program's tolerance; the exchange-correlation potential is rough where the density is thin.
